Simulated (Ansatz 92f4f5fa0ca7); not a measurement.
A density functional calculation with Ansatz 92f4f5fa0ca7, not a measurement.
Periodic cell of 256 atoms, Si144O112, from a study of silicon, its oxide and their interface. The atomic structure is a simulated model.
This geometry differs little from another in the collection (a relaxation step or a small displacement).

Settings
functional: r2SCAN
potential files: Ansatz PAW
basis: plane waves
wave-function cutoff: 800 eV
density cutoff ratio: 5
exchange-correlation grid ratio: 1
k mesh: 1 x 1 x 1, shifted by 0.5 0.5 0 of a step
self-consistency stop: 1e-10 eV per atom in the density residual
occupations: fixed
spin: none
net charge: 0

Cell vectors (angstrom)
a  10.887  0  0
b  0  10.887  0
c  0  0  35.7378

Atoms and the computed forces on them: element, x, y, z (angstrom), force x, y, z (eV/angstrom)
Si  -5.3377  -0.0265  -0.3672  0.0267  -0.0194  0.1607
Si  5.5593  2.8774  2.8813  0.0047  0.0012  -0.0002
Si  -3.5451  11.1063  -5.6467  -0.0121  -0.0064  0.2377
Si  5.1489  5.9703  0.0721  -0.0323  0.0059  0.0691
Si  -0.3714  -7.509  -3.2753  0.0186  0.0137  0.2492
Si  2.7245  3.298  -0.8772  -0.0456  0.0053  0.1618
Si  9.2533  3.9756  1.5072  -0.0107  -0.0095  0.0417
Si  11.7047  7.4643  -1.1561  -0.0369  -0.0161  -0.0418
Si  4.2363  3.294  -3.4948  -0.0204  -0.0016  0.2168
Si  -0.7478  -0.8469  1.5417  0.0062  0.0014  -0.0098
Si  2.9376  5.3844  2.9908  0.0047  0.0052  -0.0061
Si  4.0076  9.582  1.0339  -0.0054  -0.0015  0.0038
Si  5.723  5.9486  -7.1885  -0.0151  -0.018  0.2137
Si  11.5804  1.0484  1.4048  -0.0097  -0.0053  -0.0002
Si  -0.6729  6.5263  -2.7383  0.078  0.0302  0.2907
Si  13.5243  10.9542  2.4716  0.0032  0.0042  0.0001
Si  -0.083  2.7614  2.8059  -0.0037  0.0082  -0.0031
Si  5.3817  -2.4913  2.6859  0.0065  -0.0036  -0.0011
Si  0.1514  8.2279  2.7687  -0.0042  0.0065  -0.0039
Si  4.2755  4.1982  1.4438  0.0168  0.017  0.0295
Si  8.2423  0.1109  2.6263  -0.008  0.004  -0.0004
Si  7.0496  1.8148  1.4633  0.0149  0.0048  0.0491
Si  8.0888  5.5422  2.8037  -0.0001  -0.0042  -0.0016
Si  6.7563  6.9642  1.4783  -0.0151  -0.0093  0.0351
Si  1.3913  4.0503  4.1257  -0.0027  -0.0026  0.0037
Si  4.054  1.3895  3.9383  -0.0006  0.0002  0.0019
Si  1.4752  9.5939  4.0975  0.0002  -0.0021  0.0009
Si  4.2096  6.9129  4.1821  -0.0006  0.0007  0.0016
Si  6.8329  4.2085  4.2751  -0.001  0.0015  -0.0012
Si  9.4789  1.4054  4.1803  0.0035  -0.002  -0.0006
Si  6.8389  9.6561  4.0044  0.0032  0.0033  0.0006
Si  9.5683  6.8874  4.0472  0.0002  0.0007  0.0003
Si  0.0136  0.0087  5.4516  -0.0007  0.0004  0.0001
Si  2.7328  2.674  5.43  -0.0005  -0.0006  -0.0009
Si  0.0151  5.4706  5.4036  -0.0004  -0.0001  -0.002
Si  2.7602  8.2092  5.4958  0.0015  -0.0005  -0.0009
Si  5.4303  0.0668  5.3621  -0.0004  0.001  0.0009
Si  8.1491  2.7573  5.5566  -0.0001  -0.0001  0.0002
Si  5.4786  5.5389  5.595  -0.0005  0.0037  -0.0012
Si  8.1582  8.2267  5.3791  -0.0025  0.0012  -0.001
Si  1.3788  1.348  6.8099  -0.0005  0.0011  -0.0015
Si  4.056  4.0714  6.8079  -0.0006  0.0008  -0.0015
Si  1.3595  6.7985  6.8028  -0.0015  0.0002  -0.0025
Si  4.1525  9.5588  6.7882  0  0.0009  -0.0013
Si  6.7201  1.3826  6.8261  -0.003  -0.0006  -0.001
Si  9.5624  4.1297  6.8096  0.0005  -0.0003  -0.0008
Si  6.8944  6.8713  6.8563  -0.0007  -0.0003  -0.0018
Si  9.4937  9.5346  6.7928  0  0.0002  -0.0027
Si  0.0074  2.7359  8.1303  -0.0011  0.0011  -0.0014
Si  2.7558  -0.0124  8.1372  0.001  0  -0.0015
Si  -0.0847  8.0973  8.1366  -0.0015  0.0016  -0.002
Si  2.7012  5.4029  8.1826  -0.001  -0.0006  -0.0032
Si  5.3702  2.7106  8.2177  -0.0009  0.0004  -0.0009
Si  8.0907  -0.0019  8.1582  -0.0014  0.0017  -0.0016
Si  5.4748  8.1786  8.1688  0  0.0016  -0.0021
Si  8.1972  5.4422  8.1986  0.0004  0.0019  -0.0018
Si  1.3294  4.0344  9.5545  -0.0004  -0.0007  0.0011
Si  4.02  1.3346  9.607  0  0.002  -0.0006
Si  1.3431  9.4672  9.3476  -0.0017  0  -0.0009
Si  4.1465  6.7394  9.4856  0.0001  0.0018  -0.0005
Si  6.7835  4.0723  9.502  -0.0013  0.0005  -0.0005
Si  9.4641  1.4148  9.4358  -0.001  0.0007  -0.0017
Si  6.7646  9.5078  9.5798  -0.0008  -0.0009  -0.0004
Si  9.5084  6.7392  9.6278  -0.0021  0.0002  -0.0012
Si  -0.0396  -0.0361  10.6034  -0.0015  0.0005  0.0005
Si  2.5873  2.6398  10.9717  0.0015  -0.002  0.0008
Si  -0.0205  5.3174  10.9798  -0.0005  0.0036  0.0006
Si  2.662  8.0729  10.6755  -0.0018  -0.0007  -0.0008
Si  5.3671  -0.0615  10.9613  -0.0018  0.0001  -0.0001
Si  8.112  2.7323  10.8842  0.0015  0.0023  0.0006
Si  5.4719  5.3676  10.937  0.0008  -0.0011  0.0006
Si  8.061  8.0763  10.9399  0.0004  0.0027  -0.0001
Si  1.1337  1.1807  12.2066  0.0036  -0.0042  -0.0054
Si  4.0091  4.0099  12.2462  -0.0016  0.0113  -0.0045
Si  3.1135  5.7807  13.5581  -0.0124  0.0001  -0.0024
Si  3.8511  9.4188  12.1524  -0.0073  0.0025  -0.0006
Si  8.5465  0.1191  13.4192  0.0009  0.0035  -0.0033
Si  8.5547  5.7409  13.8273  -0.0021  -0.0011  0.0385
Si  4.6793  7.6387  13.4032  0.0058  0.0073  0.0495
Si  9.5819  9.4955  11.9802  0.0067  0.0063  -0.0067
Si  2.5367  4.9222  15.8078  -0.0272  -0.0089  0.0932
Si  4.7546  1.1006  16.087  0.0359  0.0001  0.1528
Si  0.3866  8.4838  13.2645  -0.0113  0.0002  0.0009
Si  1.4364  6.7288  12.1641  0.0105  0.0033  -0.005
Si  -0.0683  -4.528  21.0831  0.005  0.0034  0.2001
Si  2.0305  -0.6315  13.4329  0.0081  -0.0037  -0.0079
Si  7.4687  10.9778  17.4459  -0.0241  0.0328  0.2373
Si  9.4712  4.0031  12.4024  -0.0076  -0.001  -0.0027
Si  -0.7039  1.9688  13.496  0.0093  0.0019  0.0561
Si  1.3211  9.0234  17.8832  0.0426  0.0202  0.2465
Si  2.0961  10.958  15.6797  -0.0034  -0.03  0.1285
Si  6.7482  6.7486  12.4502  -0.0018  -0.0082  0.0041
Si  5.8478  -0.8698  19.5573  -0.0097  0.0155  0.2423
Si  7.1232  1.624  19.7657  0.0049  0.015  0.2355
Si  4.0513  -2.8687  18.5207  -0.0217  0.0035  0.2391
Si  6.5784  4.7796  15.6029  -0.0352  0  0.1377
Si  -15.2578  4.8617  31.1345  0.01  0.0222  0.1892
Si  26.1617  -6.9158  17.2365  0.0105  -0.0183  0.1883
Si  -0.7987  21.7073  29.3448  0.042  -0.0186  0.1978
Si  3.6761  11.8279  26.2327  0.0084  -0.0517  0.2886
Si  -18.6539  31.2368  30.5374  -0.0039  -0.0047  0.1752
Si  22.0858  13.4947  19.0953  -0.0037  0.0059  0.2476
Si  16.5426  -17.1027  23.3306  -0.0133  -0.009  0.2223
Si  -6.6295  18.2767  23.6747  -0.0218  0.0205  0.282
Si  -7.8815  2.8878  23.8787  0.0158  -0.004  0.2802
Si  -0.6196  16.7329  26.4763  -0.0252  -0.0376  0.3166
Si  21.3361  -13.0687  25.3083  -0.0233  0.0171  0.2897
Si  12.0082  -0.0051  20.5055  -0.0074  -0.0079  0.2075
Si  -2.5049  14.1855  23.3802  0.012  -0.006  0.2355
Si  -13.133  15.1268  30.3699  0.0201  -0.0065  0.2076
Si  -0.3851  20.3423  35.022  0.006  -0.0154  0.0777
Si  -5.4467  -1.0058  22.3287  -0.0081  -0.0209  0.246
Si  3.0402  0.9498  21.4914  0.0095  -0.0085  0.1989
Si  -7.0335  30.0456  28.5612  0.0294  -0.0105  0.1809
Si  -5.1675  29.5042  15.969  -0.0179  -0.004  0.1793
Si  0.5826  5.4966  35.8163  -0.0159  0.0286  0.0467
Si  14.0234  3.6184  20.0149  -0.0323  -0.0335  0.2454
Si  -9.8893  13.0379  15.9948  -0.0116  0.0157  0.1562
Si  -19.1199  19.8905  25.8309  -0.0005  0.0358  0.2904
Si  -14.1057  -13.0243  34.973  0.0248  0.0244  0.1274
Si  7.0218  17.4368  33.4547  0.0043  0.0183  0.2239
Si  -16.7501  11.214  32.1918  -0.0234  0.0262  0.2506
Si  12.5285  6.7218  37.4367  0.0054  -0.0065  0.0035
Si  20.5209  -5.7096  19.3884  -0.0395  -0.0117  0.2133
Si  -13.3948  10.324  26.7214  -0.003  -0.0155  0.232
Si  29.0526  26.1526  20.8365  -0.0135  0.001  0.2422
Si  -16.3722  2.6068  13.5194  -0.0074  -0.0066  0.0796
Si  -2.473  -1.4926  15.3067  -0.0306  0.0199  0.1143
Si  -14.9374  -9.619  12.2425  0.0077  -0.0021  0.0007
Si  -10.4304  -13.5757  30.676  -0.0413  -0.0606  0.2278
Si  -7.7939  -25.1059  35.7306  0.011  0.0066  0.0089
Si  9.8841  -3.3729  14.8784  0.0047  -0.0005  0.0039
Si  10.143  9.0585  22.2972  -0.0238  -0.0317  0.2718
Si  12.7556  3.7472  30.4442  0.0023  0.0051  0.1752
Si  2.0361  1.1156  28.9516  -0.0174  0.0364  0.2492
Si  11.3518  -16.3023  29.3911  0.0035  -0.0041  0.2165
Si  -4.1343  -2.2092  28.5247  -0.0153  -0.0163  0.1909
Si  -13.8221  22.2326  22.4969  0.0128  -0.0091  0.2366
Si  7.7423  4.1062  27.3817  -0.0078  -0.0039  0.2658
Si  10.8355  -4.2871  16.8933  -0.0253  -0.0237  0.216
Si  6.7988  -9.6906  27.1278  0.0233  0.0032  0.1849
Si  0.5572  1.408  34.699  0.0135  -0.0431  0.145
Si  -7.9051  6.4176  20.957  -0.0172  0.0211  0.2469
Si  11.151  -6.272  23.8238  -0.0011  0.003  0.2998
O  4.307  -19.4061  -18.7585  -0.0031  -0.0046  -0.0816
O  7.5665  -12.7906  -8.5609  0.0606  0.0612  -0.1161
O  -2.8346  5.3804  -15.9089  0.041  0.0185  -0.0987
O  -3.0129  -3.1844  0.4698  0.0105  0.0283  -0.0757
O  -9.8245  -1.6823  -10.086  -0.0197  -0.0104  -0.0978
O  -4.8092  -7.1775  -21.2191  -0.0084  -0.0231  -0.0772
O  6.2171  0.5455  -19.2346  -0.0448  0.0156  -0.093
O  22.929  9.9774  -19.1398  0.0142  0.065  -0.1415
O  6.0164  -9.473  0.2436  -0.0214  -0.0247  -0.0651
O  -17.4815  -15.0833  -7.403  -0.0015  0.0071  -0.0714
O  24.1246  13.528  -6.3702  0.0132  -0.0721  -0.1039
O  15.1482  9.887  -4.105  -0.0408  -0.044  -0.1239
O  -19.9472  19.7018  -4.4183  0.0419  0.0155  -0.1055
O  22.2713  -19.5093  -18.199  0.0465  -0.031  -0.2069
O  17.8234  -0.8511  -0.1738  -0.0155  -0.0096  -0.0624
O  -4.7587  -16.1226  34.4929  0.0568  0.0086  -0.1256
O  -4.9001  4.3364  17.0441  0.014  0.0191  -0.0894
O  5.2094  7.5567  17.4929  0.0525  -0.0113  -0.1464
O  3.9217  7.0048  19.7755  0.0344  0.047  -0.1536
O  8.41  14.691  21.8487  -0.0169  0.0342  -0.1601
O  11.1872  -21.9166  34.2493  0.011  0.0146  -0.0716
O  -14.9922  33.6816  28.7828  -0.0104  0.0196  -0.1877
O  -13.6268  -5.9054  15.2892  0.0227  0.0202  -0.0724
O  4.4202  20.3801  19.0627  -0.0179  -0.0276  -0.0985
O  -4.7243  9.3124  20.982  0.0125  0.0048  -0.1681
O  -10.6827  1.249  19.9823  -0.0192  0.0496  -0.1014
O  -2.2391  17.2474  33.5037  -0.0214  -0.0266  -0.0823
O  -13.503  3.6948  28.8795  -0.0236  -0.0145  -0.2093
O  -0.3533  2.1613  15.0949  -0.0413  -0.0052  -0.0955
O  17.7197  -3.7862  28.8559  0.0007  0.0182  -0.0642
O  11.0418  7.916  17.8489  -0.0295  -0.0357  -0.1189
O  11.1431  16.373  25.1807  0.0488  -0.0574  -0.2134
O  -13.8682  1.362  18.3663  0.0169  -0.0429  -0.1398
O  16.44  5.0338  29.8554  -0.0282  0.041  -0.1514
O  4.0435  -6.7325  18.8034  0.0358  0.0303  -0.2082
O  0.1115  16.3924  22.4819  -0.0178  0.0683  -0.2115
O  -15.268  -4.6282  31.9681  -0.0126  -0.0598  -0.1508
O  -32.9525  9.3823  29.8882  -0.0332  0.078  -0.1023
O  -14.7396  19.5265  15.8025  0.0334  0.0038  -0.0648
O  32.0702  18.4142  31.7184  0.0106  0.0734  -0.2278
O  -30.7989  3.4522  15.524  0.0038  0.0135  -0.0506
O  -2.1844  -11.3535  16.5756  0.0318  -0.05  -0.1301
O  -15.0801  3.1487  19.9752  -0.0124  -0.0382  -0.0947
O  -18.4304  39.7363  22.3857  -0.0456  -0.0377  -0.1843
O  -5.6705  -1.768  28.2636  0.0077  0.0032  -0.0703
O  -1.4395  -0.2273  27.8911  -0.0736  -0.0196  -0.182
O  11.3242  22.718  29.1352  -0.0096  -0.0133  -0.0651
O  1.4417  6.7715  20.6089  0.0101  -0.0006  -0.0778
O  19.7587  37.657  26.6176  0.0479  0.0305  -0.1167
O  -39.3964  1.689  32.0068  0.0079  -0.0187  -0.0757
O  17.3469  21.8287  22.9965  -0.0039  -0.0091  -0.0967
O  -7.25  2.1958  20.602  0.003  0.0648  -0.1097
O  -1.8207  -1.7266  34.2909  -0.0379  -0.0017  -0.0549
O  -8.2082  8.1637  17.7274  -0.0278  0.0029  -0.082
O  -11.8916  5.268  30.0989  0.0294  0.0113  -0.095
O  2.6488  11.8149  27.4849  0.0723  -0.0083  -0.1975
O  -1.0685  25.4684  24.0032  -0.0217  -0.0104  -0.0997
O  -5.1042  -7.1638  32.0316  0.0394  0.0152  -0.0839
O  1.3312  -33.6814  19.2576  -0.0022  -0.0764  -0.1821
O  -29.3991  13.0988  25.331  -0.0289  0.0887  -0.1916
O  3.8356  3.6968  33.7714  0.0481  -0.0124  -0.145
O  7.0117  -1.1105  18.4648  0.0419  0.0087  -0.1262
O  -12.9273  -0.8838  22.5139  0.0005  0.0123  -0.0868
O  -16.5272  33.7386  26.6471  -0.053  0.0041  -0.0852
O  -1.9598  -10.3461  30.3236  0.0022  -0.0138  -0.0861
O  -2.5298  12.5638  23.4909  -0.0102  -0.0326  -0.1044
O  -26.724  -4.6456  15.3883  0.011  -0.0058  -0.0618
O  36.2747  -0.0182  16.3225  -0.0305  0.0002  -0.0656
O  -0.2118  -5.921  32.8276  -0.0207  -0.0627  -0.0988
O  -6.4988  14.5481  23.4808  0.0213  0.017  -0.086
O  -20.1752  14.3589  19.5585  -0.0205  -0.0114  -0.0902
O  -4.5299  -5.9003  27.4101  0.0286  -0.0279  -0.1088
O  -6.2586  19.2045  14.9406  -0.014  -0.0076  -0.091
O  3.2946  18.7021  24.9199  0.0667  -0.0661  -0.1723
O  -22.1712  -19.3729  33.7817  -0.0269  0.0624  -0.1381
O  -10.617  -27.2177  27.7826  -0.0538  0.0287  -0.2221
O  -0.9651  14.4465  19.3838  0.0215  -0.0186  -0.0813
O  10.0381  -17.059  36.0047  0.0202  0.0155  -0.0446
O  -0.9059  29.5266  21.3411  0.0109  -0.0569  -0.1091
O  16.0817  6.091  24.004  0.0037  -0.0161  -0.0896
O  3.2258  4.1267  31.2766  -0.0512  0.0148  -0.1065
O  -1.6992  -7.6803  31.5294  -0.0611  0.0214  -0.126
O  -9.9312  -25.6717  29.7194  0.0129  -0.0278  -0.0901
O  12.2548  -5.0731  16.5829  0.0342  -0.0117  -0.0895
O  2.6424  -9.2212  22.8928  -0.0092  -0.0764  -0.1766
O  23.8524  1.8936  34.3723  0.0157  0.0115  -0.0623
O  -8.1692  -10.8791  29.8965  -0.017  0.0341  -0.099
O  4.6812  12.3965  14.5191  0.0133  0.0318  -0.1013
O  -3.5917  20.3928  29.7947  -0.0084  -0.009  -0.0982
O  31.0996  -1.0059  25.4809  0.0611  -0.0398  -0.1174
O  17.8999  14.8857  24.0043  -0.0008  0.0021  -0.1042
O  -20.0821  14.7304  23.8529  0.0042  -0.0029  -0.0895
O  11.7992  13.8909  31.552  0.0526  0.0168  -0.1392
O  -8.0964  30.3921  27.4056  -0.0478  0.0267  -0.2165
O  8.0003  11.9347  20.9935  -0.0295  0.0348  -0.1698
O  5.1886  -23.9897  23.3531  0.0243  0.0481  -0.1186
O  3.4405  -11.3828  25.5015  -0.0004  -0.0169  -0.1059
O  -0.9959  27.4458  17.8571  0.0405  0.0597  -0.2121
O  -6.798  21.5404  21.8856  -0.0259  0.0196  -0.0918
O  10.0281  -3.4347  26.2831  0.0163  0.0385  -0.114
O  17.3292  0.5188  31.4078  0.0742  -0.008  -0.1388
O  -3.4896  13.5532  26.7176  -0.0075  -0.0227  -0.0889
O  -4.1658  8.097  33.8386  -0.0136  -0.0232  -0.0831
O  29.951  13.7695  36.6298  -0.0006  0.0025  -0.0266
O  16.6457  -10.1467  19.7255  0.0093  -0.0135  -0.0969
O  10.4906  19.2704  23.7312  -0.0028  0.0132  -0.2287
O  -4.8091  15.8592  21.7693  0.0392  -0.0027  -0.1511
O  -10.4831  -0.8462  21.7053  0.0597  0.0554  -0.13
O  5.2209  -21.6536  33.7963  -0.0082  0.0193  -0.1966
O  3.1717  4.8152  21.1091  -0.0003  -0.036  -0.108
O  -9.2941  15.3292  35.0486  0.0263  -0.0419  -0.064
O  3.4009  -7.802  36.316  -0.0243  -0.0154  -0.0796

Results
free energy: -155980.234 eV
free energy less fixed offsets of O -570.45, Si -639.56 eV per atom: 6.806 eV

The program warned: the cutoff lies below the one the program advises for these potential files; the forces do not sum to zero within the program's tolerance; empty levels may hold ghost states of the PAW files; the exchange-correlation potential is rough where the density is thin.
